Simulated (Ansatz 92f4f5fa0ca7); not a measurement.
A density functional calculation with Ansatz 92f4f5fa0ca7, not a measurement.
Periodic cell of 221 atoms, Si132O88H1, from a study of silicon, its oxide and their interface. The atomic structure is a simulated model.
Doubt: the cutoff is far below the 930 eV that the study's wrapper takes by default for these files, so forces and energies are approximate.
This geometry differs little from another in the collection (a relaxation step or a small displacement).

Settings: functional PBE; potential files Ansatz PAW; basis plane waves; wave-function cutoff 580 eV; density cutoff ratio 5; exchange-correlation grid ratio 1; k mesh 1 x 1 x 1, Gamma-centred; self-consistency stop 5e-08 eV per atom in the density residual; occupations fixed; spin none; net charge +1 e, with a uniform compensating background and no finite-size correction.

Cell vectors (angstrom)
a, 10.938, 0, 0
b, 0, 10.938, 0
c, 0, 0, 33.3288

Atoms and the computed forces on them: element, x, y, z (angstrom), force x, y, z (eV/angstrom)
Si, -0.2062, 0.1962, 25.7634, -0.0025, 0.0033, 0.0072
Si, 5.9708, -0.5525, 25.7799, -0.0039, 0.0015, 0.0083
Si, 2.8549, 2.7998, 25.855, -0.002, -0.0043, 0.0076
Si, 8.3429, 2.3192, 25.931, 0.0028, 0.0049, 0.0043
Si, -0.4842, 6.009, 25.7398, 0.0036, -0.0021, 0.0085
Si, 5.3639, 5.6938, 25.8114, -0.0007, 0.0029, 0.0141
Si, 3.016, 7.8395, 25.8417, -0.0014, -0.0012, 0.0061
Si, 8.2234, 8.2235, 26.1608, -0.0022, -0.0007, 0.0004
Si, 1.4185, 1.3584, 27.0803, 0.0032, 0.0023, -0.0034
Si, 6.8632, 1.1428, 27.2512, 0.0008, -0.0008, -0.0015
Si, 4.2236, 4.1065, 27.1928, 0.0018, 0.0027, -0.0019
Si, 9.5237, 4.1281, 27.0046, -0.0048, -0.004, -0.0034
Si, 1.3273, 6.7938, 27.139, -0.0013, 0.0021, -0.0027
Si, 6.8113, 6.8025, 27.308, -0.0023, 0.0005, -0.0034
Si, 4.1832, 9.4721, 27.1, 0.001, -0.0008, -0.002
Si, 9.6853, 9.6228, 27.2731, 0.0003, 0.0012, -0.0008
Si, 2.7723, -0.0367, 28.4685, -0.0019, 0.001, 0.0012
Si, 8.2639, -0.0608, 28.6409, 0, 0.0005, 0.0012
Si, 0.0132, 2.7654, 28.4522, 0.0012, -0.0007, 0.0004
Si, 5.5271, 2.6677, 28.5348, -0.0012, 0.0001, 0.0019
Si, 2.7393, 5.433, 28.5249, -0.0017, -0.0014, 0.0018
Si, 8.2205, 5.404, 28.5454, 0.002, 0.0005, -0.0006
Si, 0.0716, 8.1897, 28.569, 0.0008, -0.0006, 0.0006
Si, 5.4619, 8.1952, 28.6021, 0, 0.0003, -0.0002
Si, 4.1018, 1.3673, 29.9106, -0.0708, -0.1618, -0.2878
Si, 9.5708, 1.3673, 29.9106, 0.3098, 0.4745, -0.0108
Si, 1.3673, 4.1018, 29.9106, -0.0219, -0.1649, -0.1612
Si, 6.8362, 4.1018, 29.9106, 0.1514, -0.421, 0.1117
Si, 4.1018, 6.8362, 29.9106, -0.3887, -0.1122, 0.1539
Si, 9.5708, 6.8362, 29.9106, 0.0805, -0.1171, -0.1901
Si, 1.3673, 9.5708, 29.9106, 0.4758, 0.1199, 0.0291
Si, 6.8362, 9.5708, 29.9106, 0.0406, -0.249, 0.5706
Si, 0, 0, 31.2778, 0.1214, 0.1519, -0.0466
Si, 5.469, 0, 31.2778, -0.002, 0.0097, 0.0103
Si, 2.7345, 2.7345, 31.2778, -0.0959, -0.0488, -0.0506
Si, 8.2035, 2.7345, 31.2778, 0.0165, 0.0793, 0.0348
Si, 0, 5.469, 31.2778, -0.0388, 0.0431, -0.0116
Si, 5.469, 5.469, 31.2778, -0.0928, -0.0379, -0.0506
Si, 2.7345, 8.2035, 31.2778, -0.0012, 0.0384, 0.0318
Si, 8.2035, 8.2035, 31.2778, -0.1344, -0.0383, 0.0168
Si, 1.3673, 1.3673, 32.6451, 0.0069, -0.0493, 0.0101
Si, 6.8362, 1.3673, 32.6451, 0.039, -0.041, -0.0232
Si, 4.1018, 4.1018, 32.6451, 0.0171, -0.0068, -0.0262
Si, 9.5708, 4.1018, 32.6451, -0.0022, -0.039, -0.0164
Si, 1.3673, 6.8362, 32.6451, 0.0517, 0.0252, -0.028
Si, 6.8362, 6.8362, 32.6451, 0.0828, -0.0195, -0.0034
Si, 4.1018, 9.5708, 32.6451, 0.0014, -0.057, -0.0259
Si, 9.5708, 9.5708, 32.6451, 0.0086, -0.0079, -0.0347
Si, 2.7345, 0, 0.6835, 0.0186, -0.0148, -0.0099
Si, 8.2035, 0, 0.6835, -0.0646, 0.0466, 0.0116
Si, 0, 2.7345, 0.6835, -0.0261, 0.0337, 0.0218
Si, 5.469, 2.7345, 0.6835, -0.0339, 0.0209, 0.0407
Si, 2.7345, 5.469, 0.6835, -0.0675, 0.0577, 0.0056
Si, 8.2035, 5.469, 0.6835, 0.017, -0.007, -0.0005
Si, 0, 8.2035, 0.6835, -0.0287, -0.0249, 0.0396
Si, 5.469, 8.2035, 0.6835, -0.0251, 0.0664, 0.0159
Si, 4.1018, 1.3673, 2.0507, -0.0607, -0.0942, 0.0376
Si, 9.5708, 1.3673, 2.0507, 0.0602, -0.0936, -0.0478
Si, 1.3673, 4.1018, 2.0507, 0.0809, -0.0241, -0.0079
Si, 6.8362, 4.1018, 2.0507, 0.0928, 0.0425, 0.0481
Si, 4.1018, 6.8362, 2.0507, -0.0429, -0.0781, -0.0086
Si, 9.5708, 6.8362, 2.0507, -0.1105, -0.0202, 0.0119
Si, 1.3673, 9.5708, 2.0507, 0.1616, 0.1623, 0.0248
Si, 6.8362, 9.5708, 2.0507, 0.05, -0.0885, -0.0241
Si, 0, 0, 3.418, -0.0532, 0.4912, -0.6096
Si, 5.469, 0, 3.418, 0.066, 0.0891, 0.0803
Si, 2.7345, 2.7345, 3.418, -0.0881, 0.24, -0.0931
Si, 8.2035, 2.7345, 3.418, -0.0574, 0.0508, 0.3038
Si, 0, 5.469, 3.418, -0.1774, -0.1562, 0.0926
Si, 5.469, 5.469, 3.418, -0.1275, 0.1639, 0.2737
Si, 2.7345, 8.2035, 3.418, 0.2765, -0.0163, 0.0108
Si, 8.2035, 8.2035, 3.418, -0.418, -0.2715, -0.4352
Si, 1.2637, 1.4797, 4.7534, -0.0042, 0.0054, 0.0027
Si, 6.8125, 1.3884, 4.8171, -0.0048, 0.0028, -0.0007
Si, 4.1143, 4.0672, 4.8148, 0.0019, -0.0076, -0.0047
Si, 9.5132, 4.1525, 4.8434, -0.0025, 0.0046, 0.0052
Si, 1.3539, 6.8452, 4.7544, -0.0033, 0.0053, -0.0073
Si, 6.7855, 6.8992, 4.8258, -0.0036, 0.0049, -0.0004
Si, 4.1296, 9.5694, 4.7995, 0.0042, 0.0061, -0.0002
Si, 9.5522, 9.5861, 4.655, 0.0016, 0.0107, -0.0046
Si, 2.637, 0.0293, 5.9475, -0.0077, -0.0044, 0.0044
Si, 8.2652, -0.0104, 6.0361, 0.0066, 0.0039, 0.0006
Si, -0.0927, 2.8238, 6.2982, 0.0045, 0.0019, 0.0009
Si, 5.4511, 2.6951, 6.2958, -0.0017, 0.008, 0.0083
Si, 2.7569, 5.5472, 6.1286, 0.0053, -0.0049, 0.0068
Si, 8.0909, 5.4863, 6.2153, 0.0084, -0.003, 0.0013
Si, -0.0768, 8.2291, 5.9836, 0.0017, -0.0048, 0.0152
Si, 5.5289, 8.334, 6.3215, 0.0018, -0.0078, 0.0045
Si, 3.6657, 1.5245, 7.3746, 0.0056, 0.0034, 0.0049
Si, 9.7802, 1.054, 7.4633, -0.0103, 0.0031, -0.0062
Si, 1.6233, 3.9892, 7.5011, -0.0163, 0.0127, -0.0616
Si, 6.5198, 4.3724, 7.636, -0.0048, -0.0049, -0.0135
Si, 4.3221, 6.6756, 7.4788, -0.0146, 0.0207, 0.0086
Si, 9.3529, 7.1021, 7.3478, 0.003, -0.0017, -0.0043
Si, 1.0747, 9.8151, 7.2224, 0.0333, -0.0376, 0.1458
Si, 7.2863, 9.4704, 7.5872, -0.0029, -0.01, 0.0099
O, 1.8664, 3.8913, 25.1249, 0.0015, 0, 0.0049
O, 7.1501, 9.2637, 25.3639, 0.0088, -0.008, 0.0061
O, 2.7176, 2.8322, 7.8214, 0.0186, -0.0235, 0.0168
O, 8.3459, 8.2417, 8.054, -0.0039, 0.0068, -0.0045
O, 5.3758, 5.5142, 7.9827, 0.0084, -0.0138, -0.0005
O, 0.0473, 0.0008, 7.8634, 0.0369, -0.0379, -0.0173
O, 4.1605, 6.7382, 25.3185, 0.0022, -0.0029, 0.0028
O, 9.5414, 1.2955, 25.3618, 0.0036, -0.0038, 0.0049
O, 1.7334, 9.0542, 8.5008, 0.0233, -0.039, -0.0085
O, 1.3752, 4.6018, 9.3837, 0.0062, 0.0057, 0.0589
O, 8.9999, 1.3456, 8.8911, 0.0026, -0.0024, -0.0005
O, 6.9904, 10.4703, 8.9077, -0.0004, -0.0054, -0.0065
O, 3.6744, 0.6794, 8.8165, 0.0013, 0.0122, -0.0158
O, 3.5812, 7.1658, 8.8649, -0.0442, 0.0402, 0.0211
O, 7.0466, 3.889, 9.141, 0.0031, 0.0025, 0.0079
O, 10.3507, 6.271, 8.416, 0.0085, -0.0052, 0.005
O, 3.8488, 2.1174, 24.7257, -0.0031, 0.007, 0.0066
O, 5.4238, 0.0151, 24.3257, 0.003, -0.0016, 0
O, 7.2228, 2.7069, 24.7559, -0.0001, -0.0005, 0.0037
O, 11.1206, 5.6981, 24.2569, -0.0028, 0.0036, 0.0027
O, 9.2823, 7.1542, 25.3909, -0.004, 0.0043, 0.0041
O, 2.2969, 8.4588, 24.4944, 0.0001, -0.0015, 0.0025
O, 6.2163, 5.1554, 24.4841, 0.0011, -0.0008, -0.0021
O, 0.379, 10.3597, 24.4071, -0.001, 0.0004, 0.002
Si, 2.4325, 8.0761, 9.5589, 0.0105, 0.1232, -0.0415
Si, 11.0652, 6.787, 14.41, 0.0043, 0.0015, 0.0084
Si, 0.0072, -5.1431, 17.2122, -0.0008, 0.0028, 0.0024
Si, 4.1669, 0.8702, 23.7218, -0.0001, -0.004, -0.0002
Si, 7.4371, -2.0152, 20.3331, -0.001, 0, 0.0034
Si, 8.2905, 0.8143, 21.2369, -0.0023, -0.0012, -0.001
Si, 1.7193, 9.7413, 23.6698, -0.0024, -0.0006, -0.0017
Si, 10.5228, 9.5248, 14.4271, -0.0012, -0.0009, 0.0022
Si, 3.9397, 9.8108, 11.7787, -0.0347, -0.0189, -0.0273
Si, 4.9667, 16.1794, 12.0401, 0.0037, 0.011, 0.0064
Si, 6.9434, 1.8075, 16.795, -0.0022, -0.0007, 0.0017
Si, 4.6323, 7.472, 20.2375, -0.0002, 0.0013, 0.0016
Si, 13.2699, 8.5718, 14.1314, 0.001, 0.0013, -0.0023
Si, 3.7401, 1.5047, 10.2253, 0.0074, -0.0048, 0.0023
Si, 7.934, 11.4772, 9.8448, 0.01, -0.0007, 0.0043
Si, 1.7314, 8.3739, 20.7961, 0.0009, -0.0032, -0.0032
Si, 2.539, -5.4056, 21.2622, 0.0001, 0.0036, -0.0054
Si, 2.2333, 4.0058, 10.8644, -0.0079, 0.0075, 0.0165
Si, 8.2746, 4.395, 17.5339, -0.0014, -0.001, 0.0039
Si, 6.9555, 3.9265, 23.6898, -0.0003, 0.001, -0.0007
Si, 12.6288, 3.6394, 18.8311, 0.001, -0.0013, 0.0006
Si, 6.3493, 3.0981, 10.4015, -0.0055, -0.0044, 0.0001
Si, 4.5422, 2.9707, 18.4105, 0.0004, -0.0024, -0.0001
Si, 7.9561, -0.2429, 15.0231, -0.004, 0.0007, 0.0038
Si, 10.5298, 4.6426, 12.2794, -0.0185, 0.0049, 0.0148
Si, -1.3643, 3.1362, 22.5642, 0.0004, -0.0021, -0.0055
Si, 6.2607, 7.9321, 12.3086, -0.0023, -0.0054, 0.004
Si, 8.5963, 9.6496, 12.2903, 0.0005, 0.0018, 0.0069
Si, 5.56, 2.3268, 21.3913, 0.001, -0.0012, -0.0048
Si, 12.0277, 4.4167, 23.8041, 0.002, -0.0015, -0.002
Si, 9.8758, 2.698, 19.6863, 0.0017, -0.0012, -0.0003
Si, 11.204, 5.9391, 9.7311, -0.031, 0.0035, 0.0107
Si, -5.3288, 5.8751, 17.6731, -0.0017, -0.0006, 0.0011
Si, -0.8547, -2.5964, 19.0503, 0.0014, -0.0003, 0.0024
Si, 8.0184, 10.1143, 17.7309, -0.0012, -0.0009, 0.0006
Si, 4.8219, 6.8007, 14.6743, 0.0009, -0.0013, 0.0051
O, 7.6497, 10.3004, 13.475, 0.0018, 0, -0.0002
O, 7.0029, 9.5556, 18.8774, 0.0011, 0.0006, 0.0012
O, 7.8535, 8.1971, 12.0013, -0.0021, 0.0015, 0.0008
O, -1.5887, 1.1785, 20.0256, -0.0002, 0.0001, 0.0028
O, 4.5795, 5.5043, 13.6275, -0.0009, 0.0008, -0.0018
O, 7.5301, 9.6433, 16.2224, 0.0017, 0.0023, -0.0008
O, -1.4119, -1.3905, 18.0659, -0.0007, 0.0018, 0.001
O, 4.8738, 13.5611, 9.9284, -0.0037, -0.0002, 0.0009
O, 5.4648, 9.26, 11.782, -0.016, 0.0049, -0.0033
O, 1.276, 7.1029, 10.2107, 0.0117, 0.0139, -0.0079
O, 7.0854, 1.1282, 15.2918, 0.0019, -0.0011, 0.0009
O, 8.4799, 4.2298, 23.1405, -0.0015, 0.0028, 0.0055
O, 5.6668, 6.6245, 11.4954, 0.0005, -0.0018, 0.0039
O, 1.4953, 6.7767, 21.0736, 0.0005, -0.0003, 0.0031
O, -2.1329, 8.006, 20.0706, 0.0004, 0.0003, 0.0008
O, 10.1533, 9.5992, 12.8083, -0.0004, -0.0002, 0.0019
O, 15.7522, 4.49, 17.9158, 0.0014, 0.0051, 0.0024
O, 6.0545, 8.1369, 20.8405, -0.0001, 0.0003, 0.0011
O, 2.8295, -0.0237, 23.6395, 0.0019, 0.0026, 0.0007
O, 3.1754, 9.5819, 13.1846, 0.0016, -0.0042, -0.0224
O, 6.0094, 3.5253, 22.4173, 0.0007, 0.002, 0.0059
O, 9.9537, 3.5805, 21.0516, -0.0007, 0.0015, 0.0089
O, 2.2574, 4.3509, 20.1821, 0.0004, 0.0012, 0.0056
O, -5.9148, 7.0023, 18.7055, 0.0001, -0.0017, 0.0001
O, 0.5417, -2.0981, 19.7616, -0.001, 0.001, 0.0025
O, 8.6638, 10.5351, 10.938, -0.0052, 0.0048, -0.0075
O, 11.664, 6.2556, 15.8209, -0.0004, 0.0014, -0.0026
O, 12.1029, 4.2125, 12.0594, 0.0105, -0.0005, -0.0243
O, 9.6302, 10.711, 15.1352, 0.002, 0.0002, -0.0005
O, 10.3375, 5.6002, 13.5706, 0.0032, -0.005, -0.0061
O, 0.4359, 2.6111, 19.0528, 0.0006, 0, 0.0004
O, 3.9929, 11.4047, 11.4384, -0.0017, -0.0257, 0.0097
O, 1.3653, 7.3888, 13.489, 0, 0.0023, 0.0031
O, 12.1329, 9.5889, 14.8096, 0.0031, 0.0007, -0.0028
O, 7.2168, 5.593, 17.9148, -0.0007, 0.001, 0.0024
O, 3.4748, -3.2218, 14.9525, -0.0002, 0.004, -0.0028
O, 12.0711, 4.8421, 17.8841, -0.0001, 0.0015, 0.0013
O, 10.991, 3.217, 23.3739, -0.0003, -0.0003, 0.0009
O, 5.9658, 18.6375, 13.9055, 0.0001, 0.0015, -0.0053
O, 2.2237, 4.8442, 22.7118, -0.0013, -0.0015, 0.0046
O, 6.8569, 1.4935, 20.9047, -0.0002, 0.0007, 0.0026
O, 5.3687, -4.6145, 16.1181, -0.0011, 0.0016, -0.0019
O, 1.4543, -1.6746, 22.1384, -0.0003, 0.0026, 0.0079
O, -2.1461, 3.5367, 18.8091, -0.0032, 0.0037, 0
O, 9.5775, 5.0052, 16.7763, 0.0007, -0.0001, -0.0021
O, 9.5927, 3.325, 12.4066, -0.021, 0.0005, -0.0101
O, 4.5141, 1.3818, 22.2154, 0, -0.0001, 0.0012
O, 3.3179, -2.4268, 20.2615, 0.0006, 0, 0.0032
O, 2.9254, 2.755, 18.2005, -0.0018, 0.001, 0.0023
O, 3.5763, 4.8665, 11.1949, -0.004, -0.0054, -0.007
O, 6.0726, 4.0399, 11.7336, 0.0009, -0.0013, -0.0024
O, 10.02, 7.9948, 14.8013, 0.0002, 0.002, -0.0003
O, -6.0517, 2.8529, 20.0069, 0.0007, 0.0003, 0.0045
O, 7.8953, 11.7619, 17.7132, -0.0001, 0.0005, 0.0021
O, 7.9753, -0.7983, 21.3387, 0.0006, 0.0018, 0.0015
O, 4.0755, 6.1539, 21.0969, -0.0002, -0.0005, 0.0027
O, 8.9459, 1.5951, 22.5447, 0.0017, 0.0015, 0.004
O, 2.4261, 2.4213, 10.6116, -0.0036, 0.0114, -0.0065
O, 18.4678, 3.3128, 16.5653, 0.0004, 0, 0.0014
O, 3.063, 8.9835, 10.7102, -0.0115, -0.0397, -0.0471
O, 10.1878, 5.463, 10.8905, 0.0179, -0.0044, 0.0001
O, 7.1578, 1.7105, 10.6932, -0.0014, 0.0013, 0.0008
O, 10.4961, -3.9203, 18.1859, 0.0004, -0.0012, 0.001
O, 5.4446, 1.9409, 17.4762, 0.0028, -0.0002, 0.0021
H, 8.9297, 3.2994, 13.1135, 0.0292, 0.0038, 0.0061

Results
free energy: -133980.375 eV
free energy less fixed offsets of H -15.97, O -568.88, Si -635.61 eV per atom: -2.445 eV

The program warned: the cutoff lies below the one the program advises for these potential files; the exchange-correlation potential is rough where the density is thin.
